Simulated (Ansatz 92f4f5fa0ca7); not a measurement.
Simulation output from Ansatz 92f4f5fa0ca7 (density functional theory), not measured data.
Periodic cell of 158 atoms, Si90O68, from a study of silicon, its oxide and their interface. The atomic structure is a simulated model.

Settings
functional: r2SCAN
potential files: Ansatz norm-conserving
basis: plane waves
wave-function cutoff: 1300 eV
density cutoff ratio: 4
exchange-correlation grid ratio: 1
k mesh: 2 x 2 x 1, shifted by 0.5 0.5 0.5 of a step
self-consistency stop: 5e-08 eV per atom in the density residual
occupations: Fermi-Dirac, 0.05 eV
spin: none
net charge: 0

Cell vectors (angstrom)
a, 10.88, 0, 0
b, 0, 10.88, 0
c, 0, 0, 22.4652

Atoms and the computed forces on them: element, x, y, z (angstrom), force x, y, z (eV/angstrom)
Si, -0.0293, 0.7701, -0.0566, 0.3585, 0.2079, -0.3357
Si, 2.964, 3.2477, 1.0671, 0.1107, 0.2694, -0.6809
Si, 0.7542, 4.9996, -0.1106, -0.0062, 0.0247, -0.2978
Si, 2.8698, 7.8023, 0.0519, -0.1186, -0.1754, 0.5487
Si, 5.7318, -0.0793, 0.3178, -0.0755, 0.1117, -0.7091
Si, 8.9372, 2.2297, -0.0402, -0.5473, 0.1318, -0.5534
Si, 5.4568, 5.2352, -0.2865, 0.6139, 0.1147, -0.4358
Si, 7.8015, 8.6897, -0.2043, -0.5456, 0.0754, -0.8423
Si, 1.5048, 1.5309, 1.5783, -0.3101, -0.1089, 0.357
Si, 5.0135, 2.5757, 0.4231, 0.1863, -0.4729, -0.1754
Si, 1.4128, 6.6882, 1.4514, 0.1673, 0.1461, 0.0096
Si, 4.0348, 9.4948, 1.3383, 0.2999, -0.1261, -0.2372
Si, 7.2842, 1.2263, 1.4631, 0.1037, -0.1593, 0.4743
Si, 9.6948, 4.0879, 1.1603, 0.3606, -0.0809, -0.1589
Si, 6.7526, 6.8367, 1.0563, 0.096, -0.061, -0.0856
Si, 9.4209, 9.3906, 1.3902, 0.1556, -0.131, 0.5672
Si, -0.0374, 2.8297, 2.8554, 0.2459, -0.0632, -0.0698
Si, 2.691, -0.0898, 2.7541, -0.1397, -0.0397, -0.1225
Si, -0.064, 8.0372, 2.7077, 0.0876, -0.1745, 0.0417
Si, 2.5996, 5.48, 3.0336, 0.1978, -0.3856, -0.3971
Si, 5.6716, 2.4638, 2.7337, 0.3654, -0.1279, -0.3932
Si, 8.3723, -0.1012, 2.9674, 0.1026, 0.0925, -0.2944
Si, 5.4474, 8.118, 2.6671, -0.0971, -0.1141, 0.0377
Si, 8.2123, 5.5101, 2.4505, -0.0929, -0.0601, 0.0285
Si, 1.2049, 4.1754, 4.3339, 0.0035, -0.1178, 0.0071
Si, 4.0895, 1.2934, 4.0223, -0.0741, -0.1538, 0.3343
Si, 1.3092, 9.4539, 4.086, -0.0181, 0.0936, 0.0232
Si, 4.1021, 6.8263, 4.1822, 0.3381, 0.2214, 0.0364
Si, 6.8627, 4.1586, 3.9243, -0.2531, -0.0616, -0.0508
Si, 9.5551, 1.4415, 4.2736, -0.0956, 0.0007, -0.1539
Si, 6.8281, 9.4714, 4.1115, -0.0257, -0.1541, 0.0358
Si, 9.4543, 6.745, 4.1006, 0.0086, 0.0994, 0.0334
Si, 0.0869, 0.0534, 5.4974, -0.0058, -0.0075, 0.1263
Si, 2.7541, 2.7696, 5.3916, 0.0671, 0.1485, -0.2361
Si, -0.2024, 5.4798, 5.685, 0.184, -0.0058, 0.1338
Si, 2.6696, 8.1576, 5.5227, -0.1224, -0.0487, -0.002
Si, 5.4064, -0.0475, 5.3997, -0.02, 0.1264, -0.0364
Si, 8.1102, 2.8893, 5.5156, 0.0675, -0.2574, 0.0958
Si, 5.529, 5.4501, 5.4631, 0.0708, 0.1233, -0.0831
Si, 8.2253, 8.1937, 5.5358, -0.0423, 0.0296, 0.0642
Si, 1.2283, 1.6763, 6.7424, -0.0017, -0.3328, 0.1371
Si, 4.0533, 4.1308, 6.7698, -0.1696, -0.1992, -0.0651
Si, 1.2911, 6.8275, 6.9516, -0.1483, 0.1238, -0.0865
Si, 4.087, 9.5185, 6.8129, -0.2734, 0.3123, 0.2215
Si, 6.6248, 1.4824, 6.6981, -0.2482, 0.1898, -0.0173
Si, 9.3762, 4.1388, 7.1689, -0.2101, 0.2654, -0.0212
Si, 6.8743, 6.8231, 6.898, -0.2067, 0.1226, -0.0516
Si, 9.642, 9.6402, 6.924, 0.1388, -0.1279, -0.1539
Si, 0.1942, 2.9939, 8.3577, 0.3612, 1.0706, -0.5872
Si, 2.4007, 0.9096, 8.5411, -0.1525, 0.3565, -0.8721
Si, 0.2219, 8.3613, 8.3971, 0.073, -0.2001, -0.1999
Si, 2.5187, 5.2582, 8.1905, -0.4023, -0.4279, 0.1358
Si, 5.3046, 2.844, 8.2522, 0.5974, 0.144, -0.2954
Si, 8.0689, 0.1922, 7.9348, -0.2571, 0.237, -0.4538
Si, 5.2957, 8.0381, 8.1795, 0.2362, -0.2955, -0.2639
Si, 8.0274, 5.5459, 8.55, 0.2123, 0.1934, 0.2892
Si, 3.6667, 6.7876, 11.8433, 0.1237, -0.2869, 0.634
Si, 3.8835, 2.0406, 9.9229, -0.066, 0.4237, 0.5596
Si, 1.7925, 9.4127, 9.8694, 0.1166, 0.5278, 0.8421
Si, 4.2674, 6.3401, 9.537, 0.0307, -0.0495, -0.1238
Si, 6.0604, 4.7021, 9.5217, 0.1528, -0.1859, 0.5229
Si, 9.8799, 1.4544, 9.7708, -0.6895, -0.3653, 0.6324
Si, 6.6662, 9.6802, 9.1361, 0.0912, -0.2858, 0.398
Si, 10.0849, 7.3285, 10.2739, -0.1297, -0.3129, -0.2791
Si, -3.8782, 2.9951, 14.0301, 0.0377, 0.0922, 0.3803
Si, 4.3166, -0.1132, 10.5733, 0.372, 0.0603, 0.5484
Si, -1.9864, 9.8594, 11.0619, -0.2337, -0.1868, 0.3549
Si, 13.2919, -0.0752, 15.2629, -0.029, -0.0133, 0.1823
Si, 8.7825, 5.103, 15.2023, 0.0401, -0.1065, 0.0198
Si, 2.0921, 5.4589, 16.6068, 0.0529, -0.0349, -0.2149
Si, 4.8889, 14.8621, 12.1286, 0.3325, -0.1061, 0.2287
Si, 4.6748, 6.9687, 17.2999, 0.3046, -0.5104, -0.7518
Si, 4.3985, 9.5195, 13.3143, -0.0978, 0.1672, 0.4766
Si, 8.857, 11.8406, 12.3909, -0.21, 0.2273, 1.1909
Si, 1.796, 2.59, 15.6873, 0.0444, 0.0623, -0.077
Si, 8.6575, 7.8716, 16.4205, -0.1658, 0.1149, -0.253
Si, 6.0299, 9.2868, 15.826, 0.154, -0.0037, 0.2039
Si, 8.4293, 13.3486, 16.5339, -0.0259, -0.0175, 0.0427
Si, 1.3892, 7.4241, 12.0128, 0.0091, -0.1452, 0.3294
Si, 0.9999, -2.6505, 20.1066, -0.2369, 0.0318, -0.2949
Si, 2.4719, 12.8417, 18.5934, 0.0939, -0.0432, -0.1425
Si, 9.3, 2.4068, 19.3606, -0.1561, -0.0697, -0.4358
Si, 6.2034, 6.3999, 19.5863, 0.2065, -0.313, -0.1871
Si, 3.9495, 8.1664, 19.0816, 0.1278, 0.5454, -0.1736
Si, 0.991, 4.3426, 19.3105, -0.063, -0.0523, -0.1617
Si, 0.1351, 7.0098, 14.8494, -0.1622, -0.1515, 0.324
Si, 11.2803, 11.211, 20.1393, 0.2388, 0.1469, -0.999
Si, 8.9873, 7.6287, 19.5737, -0.1181, -0.017, -0.2595
Si, 10.5289, 0.9711, 14.9908, 0.0091, 0.0695, 0.3419
Si, 15.0821, 10.743, 17.7006, 0.0595, 0.2814, -0.2369
O, -0.3656, -0.7638, 0.416, -0.0326, 0.1994, 0.1532
O, 1.5768, 2.1224, -5.2298, 0.1639, 0.0429, 0.0976
O, 5.2199, 7.6643, -2.408, -0.0274, -0.0542, -0.2696
O, 2.0318, 3.9782, -0.0502, -0.3363, 0.1964, 0.462
O, 0.8072, 5.1825, -1.772, -0.0952, -0.0207, 0.5822
O, 2.9972, 10.2951, -5.7741, 0.1446, 0.141, 0.0238
O, 1.5541, 8.3654, -0.8395, 0.1636, -0.0997, -0.2811
O, 11.2955, 13.292, -7.6093, 0.0229, -0.3977, 0.1303
O, 5.0683, 1.2085, -0.5494, 0.0358, 0.3681, 0.9141
O, 2.8514, 1.5058, -7.4224, -0.3419, -0.1908, 0.1625
O, 3.9688, 1.4227, -4.297, -0.3547, -0.2485, 0.0284
O, 14.3884, 4.3073, 2.2207, -0.8464, 0.1621, 0.0883
O, 5.7051, 5.2, -1.9157, -0.0078, 0.3204, 0.2696
O, 6.1301, 3.7135, 0.0195, -0.6998, 0.7642, -0.0651
O, 5.606, 10.4532, -5.5594, -0.2643, -0.2515, 0.0217
O, 8.5906, 8.6266, -1.6647, -0.0243, -0.0587, 0.4632
O, 8.4701, 12.4028, 8.897, 0.7485, -0.3134, 0.0004
O, -2.7599, 6.3712, 16.0062, 0.2914, 0.1096, 0.0085
O, 9.6112, -2.4511, 11.4163, -0.0178, -0.0415, -0.3201
O, 1.4929, 0.1391, 9.6829, -0.0766, -0.2034, -0.0565
O, -1.0225, 10.6383, 9.9552, 0.029, 0.2215, -0.0476
O, -1.2786, 12.8265, 11.3085, 0.166, 0.1107, -0.3379
O, 6.1793, 4.2766, 11.1464, -0.4512, 0.0168, -0.09
O, 1.3842, 4.1227, 8.8202, 0.1699, -0.0196, -0.2524
O, 5.4991, 3.2925, 13.4896, -0.1425, 0.1169, -0.4592
O, 2.198, 4.1363, 15.66, -0.1134, 0.0292, 0.2
O, 9.8883, 0.5572, 13.5849, -0.2791, 0.0991, -0.3204
O, 5.6913, -0.0434, 9.7286, -0.1188, -0.3356, 0.0027
O, 7.8113, 15.317, 14.0693, -0.0226, -0.304, 0.1176
O, 11.3025, 6.5157, 11.0305, -0.2448, 0.2101, 0.0716
O, 8.918, 6.3202, 9.75, -0.1614, -0.0544, -0.3125
O, 15.2641, 8.0221, 12.6965, -0.0559, -0.2718, -0.2648
O, 0.7814, -0.1544, 15.3509, 0.0814, 0.3427, -0.1675
O, 3.8427, 3.034, 11.2851, -0.1042, -0.0909, -0.4763
O, 0.7634, 7.5785, 13.4989, 0.1226, 0.063, -0.4583
O, 3.0025, 9.8514, 14.1036, 0.2429, -0.0633, -0.1714
O, 4.5952, 10.6319, 12.1643, -0.0452, -0.2928, -0.2741
O, 8.1993, 2.4274, 18.1447, 0.3233, 0.0624, 0.1338
O, 7.0765, 2.4364, 15.5921, 0.2743, 0.1493, -0.2768
O, 7.5034, 9.246, 10.4734, 0.1789, 0.015, -0.1551
O, 12.2727, 8.9394, 11.3853, -0.0418, -0.0124, -0.3112
O, 1.3703, 6.6623, 15.826, -0.0775, -0.0969, -0.044
O, 5.2349, 7.8813, 16.0675, -0.0748, 0.0088, 0.3905
O, 3.2996, 10.6663, 7.7232, 0.328, -0.2076, 0.2342
O, 9.1537, 3.9072, 16.2437, -0.1856, -0.0076, -0.1728
O, 5.9234, 6.1352, 18.0009, -0.2546, 0.4118, 0.4346
O, 3.646, 5.8395, 16.7801, -0.0443, 0.2988, 0.251
O, -0.4117, 3.5287, 19.1348, 0.0304, -0.0546, 0.1721
O, 3.4548, 9.4437, 10.0688, -0.1229, 0.094, -0.116
O, -2.3188, 13.443, 20.8027, 0.2228, -0.0671, 0.6782
O, 11.2814, 9.6628, 19.6706, 0.1774, -0.1969, 0.323
O, 7.6434, 1.853, 13.0579, 0.4553, -0.2076, -0.2569
O, 8.8185, 8.1009, 18.0198, 0.0598, -0.1404, 0.3622
O, 16.5279, 9.7445, 14.3299, -0.2137, -0.0921, -0.2299
O, 10.0597, 8.0874, 15.62, -0.0223, -0.3231, -0.0461
O, -3.0448, 6.4704, 19.7662, -0.2592, 0.2221, 0.068
O, -0.3111, 7.2723, 19.7872, 0.0995, 0.2374, 0.1809
O, 4.0877, -5.5372, 12.5606, 0.1615, 0.2021, -0.3898
O, 13.2202, 14.2691, 19.3638, -0.249, 0.0705, 0.0178
O, -3.2598, 9.0177, 15.9204, -0.1615, -0.2037, 0.0524
O, -0.7352, 5.6663, 14.5173, -0.0487, 0.2464, 0.1727
O, 10.0433, 11.8478, 19.2788, 0.2161, 0.0433, 0.4067
O, 12.718, 0.8682, 19.5821, -0.2775, 0.0665, 0.1449
O, 2.3623, -3.0994, 19.3085, 0.2403, 0.134, 0.2162
O, 4.1115, 9.7991, 19.0111, -0.1218, -0.516, 0.1143
O, 1.2427, 16.1324, 17.9811, 0.109, -0.167, 0.1225
O, -1.5028, 1.1937, 16.1235, 0.0706, 0.2221, -0.2546
O, 6.6005, 9.7685, 21.8346, 0.3081, -0.2472, 0.6614

Results
free energy: -42143.035 eV
free energy less fixed offsets of O -463.61, Si -117.95 eV per atom: -2.055 eV
pressure: -1.15 GPa
stress xx, yy, zz, yz, xz, xy (GPa, positive in tension): 1, 0.53, 1.93, 2.11, -0.57, 0.51

The program warned: the forces do not sum to zero within the program's tolerance.
